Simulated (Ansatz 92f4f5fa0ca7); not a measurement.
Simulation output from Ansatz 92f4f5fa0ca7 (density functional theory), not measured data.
Periodic cell of 244 atoms, Si164O80, from a study of silicon, its oxide and their interface. The atomic structure is a simulated model.
Doubt: the cutoff is far below the 930 eV that the study's wrapper takes by default for these files, so forces and energies are approximate.
This geometry differs little from another in the collection (a relaxation step or a small displacement).

Settings
functional: PBE
potential files: Ansatz PAW
basis: plane waves
wave-function cutoff: 580 eV
density cutoff ratio: 5
exchange-correlation grid ratio: 1
k mesh: 1 x 1 x 1, Gamma-centred
self-consistency stop: 5e-08 eV per atom in the density residual
occupations: fixed
spin: none
net charge: 0

Cell vectors (angstrom)
a	10.938	0	0
b	0	10.938	0
c	0	0	37.2323

Atoms and the computed forces on them: element, x, y, z (angstrom), force x, y, z (eV/angstrom)
Si	0	0	0.683	-0.02	0.0058	0.0043
Si	5.469	0	0.683	-0.0106	0.0004	0.0274
Si	2.7345	2.7345	0.683	-0.0183	0.0169	-0.0336
Si	8.2035	2.7345	0.683	-0.0137	0.0011	-0.0308
Si	0	5.469	0.683	0.0017	0.0537	0.0009
Si	5.469	5.469	0.683	-0.0105	0.0001	0.0082
Si	2.7345	8.2035	0.683	0.0258	0.0693	-0.0266
Si	8.2035	8.2035	0.683	-0.0254	0.0019	-0.0355
Si	1.3673	1.3673	2.0503	0.0171	0.0774	-0.0839
Si	6.8362	1.3673	2.0503	0.0571	0.0615	-0.0283
Si	4.1018	4.1018	2.0503	-0.1118	-0.0183	-0.0108
Si	9.5708	4.1018	2.0503	-0.0519	-0.0798	-0.0902
Si	1.3673	6.8362	2.0503	0.0272	0.0299	-0.0035
Si	6.8362	6.8362	2.0503	-0.0065	0.1721	-0.103
Si	4.1018	9.5708	2.0503	-0.062	-0.0565	-0.0843
Si	9.5708	9.5708	2.0503	-0.1082	0.0072	-0.0138
Si	2.7345	0	35.1808	0.0411	0.0843	0.0518
Si	8.2035	0	35.1808	-0.0898	-0.0296	-0.1021
Si	0	2.7345	35.1808	0.0341	0.1065	-0.0739
Si	5.469	2.7345	35.1808	0.0726	-0.1359	0.129
Si	2.7345	5.469	35.1808	0.0384	0.0156	-0.109
Si	8.2035	5.469	35.1808	0.1362	-0.0643	0.1507
Si	0	8.2035	35.1808	0.0199	-0.0553	0.0708
Si	5.469	8.2035	35.1808	0.1115	-0.025	-0.128
Si	4.1018	1.3673	36.548	0.0826	-0.0755	0.0178
Si	9.5708	1.3673	36.548	0.0062	-0.0185	-0.0237
Si	1.3673	4.1018	36.548	0.0164	-0.0455	0.0111
Si	6.8362	4.1018	36.548	0.0236	-0.0227	0.0012
Si	4.1018	6.8362	36.548	0.0083	-0.0346	-0.0084
Si	9.5708	6.8362	36.548	-0.0016	-0.0079	0.0204
Si	1.3673	9.5708	36.548	-0.0207	-0.0132	-0.0124
Si	6.8362	9.5708	36.548	-0.0292	0.0575	0.0067
Si	-0.6126	0.2568	26.9381	0.0095	0.0161	0.0065
Si	5.6014	-0.4167	27.5255	0.0002	0.0103	0.0256
Si	1.2799	1.1835	28.2056	-0.0166	-0.0076	0.0059
Si	8.6277	2.0193	27.1543	-0.0178	-0.0124	0.0085
Si	0.9542	4.5988	25.6085	-0.0062	0.0051	-0.0106
Si	5.2645	5.3498	27.0697	0.0093	-0.0291	-0.0089
Si	2.8386	7.1102	26.0703	-0.0108	-0.0088	0.0109
Si	7.2777	8.7956	27.2371	0.0066	-0.005	-0.0157
Si	2.8519	2.3811	26.9067	0.015	-0.0027	0.0135
Si	6.8871	1.2238	28.6209	0.0091	0.0097	0.0259
Si	4.0118	3.9118	28.3917	0.0171	-0.0039	0.008
Si	9.7718	3.9459	28.0508	0.0044	-0.0104	-0.0057
Si	2.2006	7.5527	28.3289	-0.0139	-0.0098	0.0077
Si	6.6979	6.7928	28.3496	0.0142	-0.0086	0.0055
Si	3.9195	9.3088	28.7523	-0.0046	0.0096	0.011
Si	9.3545	9.5494	28.2989	-0.0034	-0.002	0.0051
Si	2.6639	0.0136	29.7852	0.008	-0.0121	0.0109
Si	8.2823	-0.0696	29.9414	-0.0165	0.0158	-0.0033
Si	0.1072	2.7147	29.6327	0.0072	-0.0033	-0.0023
Si	5.5231	2.7396	29.7693	0.009	-0.0078	-0.0012
Si	2.8052	5.5597	29.6492	-0.0216	0.0023	-0.0009
Si	8.3477	5.447	29.4434	-0.0107	0.0085	0.0055
Si	0.1104	8.268	29.4705	0.0065	0	-0.0031
Si	5.4998	8.0866	29.9559	-0.0163	0.0079	0.0194
Si	4.1149	1.3781	31.0936	-0.0061	0.0019	0.0043
Si	9.6744	1.4012	31.1135	-0.0076	-0.0063	0.004
Si	1.4074	4.1601	31.0002	0.0036	0.0088	0.0042
Si	6.9649	4.1456	30.9951	-0.0088	-0.0147	0.0027
Si	4.1296	6.726	31.2245	0.0202	0.0041	0.0162
Si	9.6916	6.8185	30.8795	0.0064	-0.0059	0.0068
Si	1.3052	9.5725	31.0947	0.01	0.0065	-0.0016
Si	6.8747	9.5197	31.2207	0.0089	-0.0069	0.0086
Si	0.0276	0.0155	32.5052	0.0009	0.0045	0.0003
Si	5.4484	-0.0224	32.4822	-0.0035	-0.0025	0.0048
Si	2.763	2.7875	32.4185	0.0066	-0.0016	0.0052
Si	8.2373	2.7407	32.4225	0.004	0.007	-0.0026
Si	-0.0018	5.457	32.3852	-0.0035	-0.0037	0.0043
Si	5.5752	5.4127	32.4882	-0.002	0.0124	0.0011
Si	2.6986	8.1689	32.4448	-0.0067	-0.0055	0.001
Si	8.3143	8.1297	32.4169	-0.015	0.0092	0.0031
Si	1.4056	1.4046	33.8148	-0.004	-0.0049	0.0038
Si	6.8395	1.377	33.7993	0.0013	-0.0003	0.005
Si	4.134	4.0992	33.8247	-0.0009	-0.0084	0.0021
Si	9.5723	4.1097	33.8012	-0.0016	0.002	0.002
Si	1.3394	6.8147	33.8067	0.0049	0.005	0.0053
Si	6.8886	6.8422	33.8181	-0.0005	-0.0076	0.0034
Si	4.0692	9.5454	33.8175	0.0078	0.0019	0.0033
Si	9.58	9.5662	33.8204	-0.0025	0.0015	0.0019
Si	2.7316	0.0021	3.4046	-0.002	0.0005	0.0014
Si	8.1995	0.005	3.4195	-0.0006	-0.0009	0.001
Si	0.0015	2.7399	3.4122	0.0011	0.0006	0
Si	5.464	2.7368	3.4119	0.0013	-0.0017	0.0015
Si	2.7292	5.4712	3.4238	0.0003	0.0008	-0.0008
Si	8.1968	5.4732	3.3976	-0.0002	-0.0018	0.0019
Si	-0.0041	8.2075	3.4142	-0.0017	-0.0007	0.0019
Si	5.4562	8.2023	3.4134	-0.0006	0.0014	-0.0005
Si	4.097	1.3614	4.7683	-0.0031	0.0033	0.0035
Si	9.5747	1.3792	4.7742	-0.0012	0.0007	0.0054
Si	1.3359	4.1249	4.7894	-0.0016	-0.0039	0.0039
Si	6.7814	4.1662	4.7565	0.0063	-0.0037	0.0046
Si	4.0983	6.8376	4.7906	-0.0008	0.001	0.0029
Si	9.5663	6.8215	4.7611	-0.0037	0.0017	0.0047
Si	1.3447	9.6047	4.7677	0.0019	0.0006	0.0073
Si	6.781	9.6093	4.7692	0.0054	-0.0048	0.0057
Si	0.0038	0.0278	6.1769	0.001	-0.0025	0.0032
Si	5.4271	0.0237	6.2006	-0.0015	-0.0012	0.0016
Si	2.7285	2.7408	6.0935	-0.0014	-0.0068	-0.0118
Si	8.184	2.8098	6.0342	-0.0078	0.0033	-0.0128
Si	-0.0241	5.4882	6.1947	-0.0014	0.0018	-0.0009
Si	5.4301	5.4855	6.2194	-0.0003	-0.0052	0.0062
Si	2.7211	8.235	6.0951	-0.0067	0.0024	-0.0125
Si	8.1396	8.1853	6.0385	0.003	0.0027	-0.01
Si	1.4143	1.4309	7.5343	0.007	0.0059	-0.0098
Si	6.8278	1.5245	7.4242	0.0075	0.0099	-0.0032
Si	4.0142	4.07	7.5493	-0.0026	-0.0002	0.002
Si	9.468	4.1141	7.5102	-0.0079	-0.0071	-0.0073
Si	1.3918	6.9009	7.502	0.0025	0.0119	-0.0041
Si	6.821	6.9174	7.5325	0.0048	0.0048	-0.006
Si	4.0178	9.5512	7.5578	-0.0066	-0.0054	-0.0046
Si	9.4861	9.5216	7.3844	-0.0085	-0.0093	-0.0068
Si	2.7053	0.0148	8.9792	0.0014	0.0019	-0.0032
Si	8.1657	0.058	8.6447	-0.0003	-0.0035	-0.0001
Si	-0.039	2.7815	8.8445	0.0017	0.003	0.01
Si	5.4562	2.7764	8.9343	0.0029	0.0085	-0.0086
Si	2.6598	5.4727	8.9294	0.0034	-0.0025	0.0048
Si	8.1373	5.5265	8.9235	-0.0038	-0.005	-0.0022
Si	-0.0792	8.2214	8.8055	0.0019	-0.0026	-0.0069
Si	5.4003	8.2045	8.9543	0.0044	0.0104	-0.0034
Si	4.5993	0.9153	10.1668	-0.0175	-0.0069	0.0239
Si	10.0059	0.8632	9.9147	-0.0095	0.0205	0.0121
Si	0.7112	4.6872	10.1019	0.0103	-0.0162	-0.0073
Si	6.3254	4.6339	10.2	0.0012	-0.0024	0.0032
Si	4.4679	6.3416	10.211	-0.019	-0.0093	0.0146
Si	9.9765	6.4557	10.146	-0.0029	0.0175	0.0197
Si	0.7621	10.0199	10.0719	0.01	-0.0132	0.028
Si	6.399	10.1401	9.9478	0.0102	-0.0098	0.0063
O	7.2358	-1.0337	11.3693	-0.006	-0.0036	0.0167
O	4.3297	1.3297	11.7695	0.0117	0.001	-0.0169
O	-1.3649	1.2064	11.461	0.0038	-0.0022	0.0168
O	0.804	9.4713	11.6569	0.0004	0.0079	-0.0075
O	9.8068	17.755	11.7652	-0.0006	-0.0034	-0.0058
O	3.916	6.5971	11.8015	0.0018	-0.0004	-0.0188
O	6.8521	4.2736	11.7475	0.001	-0.0015	-0.0024
O	0.7696	4.5471	11.7521	-0.0025	0.0143	-0.0008
O	8.009	2.3879	25.6626	0.0075	0.0033	0.0042
O	5.4973	1.9593	24.9523	0.0026	0.0149	-0.0037
O	1.7085	6.0613	25.4411	0.0041	0.0091	0.0081
O	-3.0544	6.5398	24.2105	0.0011	-0.0053	0.0054
O	7.0853	8.6085	25.5963	-0.0075	-0.0008	0.0118
O	3.1621	-2.4314	25.202	0.0009	-0.0053	0.0025
O	4.285	6.3005	26.1207	-0.0099	0.0147	-0.012
O	6.1922	4.3237	26.1674	-0.01	0.008	0.0165
Si	9.8083	4.9077	17.7343	-0.003	0.0028	0.0035
Si	4.5478	11.9502	15.485	-0.0034	-0.0001	-0.0048
Si	3.9277	-1.1492	24.4327	-0.0005	0.0127	-0.0241
Si	3.1672	12.3268	12.9112	-0.0084	-0.0027	0.0106
Si	15.8938	6.892	13.0328	-0.0018	0.0049	0.0101
Si	12.4654	10.2747	22.7874	-0.0076	0.0007	-0.0079
Si	4.5515	11.7683	25.7976	-0.0092	-0.0282	0.0153
Si	12.0221	-0.8745	13.1565	0.0019	0.0084	-0.0143
Si	-1.7603	7.0316	13.2553	-0.0019	0.0069	0.0039
Si	15.9674	-0.0959	19.9768	-0.0047	0.0033	-0.0012
Si	8.6327	7.4163	18.7586	0.0034	-0.0007	0.0028
Si	-0.8189	11.8848	22.4163	-0.001	-0.0033	-0.0065
Si	8.08	13.2912	17.6442	-0.0066	-0.0002	0.0061
Si	7.7288	5.2603	23.1962	-0.0032	0.0016	0.0043
Si	6.1612	9.2382	22.2675	0.0077	0.0021	-0.0099
Si	15.9063	2.234	18.1982	0.0019	0.0056	0.0058
Si	0.5691	3.712	19.9259	0.0004	-0.0034	-0.0061
Si	12.1161	5.0009	15.7861	0.0016	-0.0047	-0.0012
Si	4.1144	6.8495	19.2662	-0.0042	-0.0046	0.0034
Si	10.2775	10.0809	24.7654	-0.006	-0.0054	-0.0187
Si	13.4059	9.006	20.2415	0.0055	-0.0012	-0.0027
Si	6.5536	-4.3681	20.76	-0.0036	-0.0002	-0.0105
Si	8.0213	8.1627	24.3516	0.0005	-0.0059	-0.0103
Si	-1.1159	1.3063	13.0494	0.0116	0.0064	-0.0161
Si	6.6457	3.1228	25.1536	0.0069	0.003	-0.0066
Si	7.0323	8.9774	12.6661	0.0029	0.0132	-0.0009
Si	11.8644	3.5442	13.0095	-0.0048	-0.0095	0.0203
Si	11.0639	9.1573	18.2639	-0.002	0.0009	0.0071
Si	6.9356	4.7596	13.3094	0.0001	-0.0028	0.003
Si	10.4442	3.9852	22.7607	-0.0047	0.0029	-0.0023
Si	11.4303	18.8206	15.325	-0.0018	-0.002	0.0013
Si	7.4885	1.9849	14.8023	-0.0014	-0.0009	0.0033
Si	2.903	15.2997	18.2196	0.0051	-0.0002	0.0058
Si	16.0591	9.1989	14.8794	0.0039	-0.0011	-0.002
Si	16.9114	8.8495	17.8128	-0.0023	-0.0021	0.0058
Si	9.9672	11.8318	19.4683	-0.0024	-0.0026	-0.0009
O	19.5362	12.1437	18.6596	-0.0004	-0.0008	0.0001
O	16.9527	-2.0435	16.1951	-0.0095	0.0015	-0.0088
O	6.1377	12.1248	15.2049	0.0016	0.0008	0.0019
O	9.5515	11.336	20.9782	-0.0035	-0.0002	0.009
O	9.2092	5.0207	22.5711	0.0049	-0.004	0.0058
O	3.043	-0.4066	23.2602	-0.001	-0.0002	0.0109
O	8.4518	8.5013	13.2764	-0.0045	-0.0045	-0.0029
O	-1.8651	6.3487	17.6137	0.0004	-0.0003	0.0046
O	11.7174	-1.2658	24.1068	0.0027	-0.0002	0.0095
O	2.5022	10.8506	13.0391	-0.0011	-0.0031	0.0029
O	15.8067	1.4961	19.6535	-0.0021	-0.0029	0.0017
O	-0.1476	26.491	26.8546	-0.0036	0.0044	0.0055
O	13.0391	14.5371	19.4139	-0.0042	-0.0015	0.0035
O	16.3058	5.9633	19.824	-0.0018	-0.0021	0.0041
O	8.0318	6.6439	20.0663	-0.0023	-0.0014	0.0058
O	23.4867	8.8547	18.8616	-0.0047	-0.0021	0.0005
O	10.8331	13.1981	19.6417	-0.0025	0.0014	0.0057
O	3.7487	1.8746	14.356	0.0032	-0.0029	0.0058
O	6.6584	5.6212	22.0449	0.0038	-0.0037	0.0077
O	2.0552	3.4011	25.8416	0.0015	0.001	-0.006
O	5.7535	10.2452	18.6267	-0.0016	-0.0026	0.0011
O	10.8113	0.1307	13.6027	-0.0081	0.0066	0.0012
O	10.7834	10.7427	18.5684	-0.0019	-0.0019	0.0033
O	12.3274	4.4173	14.2886	-0.003	-0.001	0.0041
O	12.4129	9.2495	21.5159	-0.0041	0.0004	0.0108
O	13.171	15.157	16.747	-0.0008	-0.0001	0.0043
O	-5.4143	5.5127	13.7002	0.0013	-0.0012	0.0024
O	6.4938	13.375	17.7685	-0.002	-0.0041	0.0003
O	-1.157	2.5	22.6901	-0.0007	0.0005	0.008
O	8.4713	12.9689	16.1022	-0.0003	0	0
O	0.5394	4.1311	21.5028	-0.0002	0.0028	0.0111
O	5.129	9.1272	23.5227	-0.0085	-0.0006	0.019
O	15.3202	14.67	18.2471	-0.003	-0.0009	0.0013
O	15.0319	-0.5554	15.2998	0.0011	-0.0033	0.0046
O	6.2137	7.617	12.2534	-0.0027	-0.0031	0.0002
O	3.017	5.943	18.5165	-0.0041	-0.0037	0.0014
O	12.9695	2.4649	12.4926	0.0119	-0.0045	-0.0028
O	9.498	11.0422	23.6704	-0.0009	-0.0006	0.0106
O	10.799	4.8939	19.0377	-0.0006	0.0003	0.0021
O	9.523	-2.3196	24.8099	0.0025	0	0.0109
O	8.3392	1.1652	13.6919	-0.0006	-0.0008	0.0027
O	9.9417	8.3146	19.1103	-0.0015	-0.0009	-0.0002
O	7.104	3.4763	14.2793	-0.0005	0.0049	0.001
O	8.1845	5.7776	13.5744	0.0011	0.0017	0.0019
O	21.4136	2.7701	13.3925	-0.0147	-0.0114	-0.0008
O	6.138	-1.1565	13.7464	0.0076	-0.0115	0.0023
O	7.6197	8.9773	22.979	-0.0041	0.0045	0.0103
O	10.2246	7.1473	14.4947	-0.0046	0.0013	-0.0015
O	11.0108	8.751	16.6679	-0.0017	-0.0008	0.0041
O	8.6779	3.7996	18.0252	-0.0007	-0.0037	0.0023
O	3.522	10.2448	20.1443	-0.0026	-0.0021	0.0052
O	12.1724	8.8916	14.2745	-0.0001	-0.0051	0.0075
O	12.3782	6.6249	15.7933	-0.001	-0.0003	0.0047
O	10.6166	4.6443	16.3461	0.0004	0.0005	0.0025
O	5.9117	10.5921	21.3572	-0.0009	-0.0029	0.0052
O	11.1641	4.2699	24.1872	0.004	0.0022	0.0094
O	3.3048	7.6243	20.4581	0	-0.0007	0.0033
O	15.66	7.8871	18.1762	-0.0004	0.0009	0.0039
O	15.1065	12.3726	17.0071	0.0002	-0.003	-0.0004
O	7.0878	3.896	23.7995	-0.0019	-0.0052	0.0093
O	6.0165	8.0575	21.1561	0.001	0.0016	0.0081
O	11.7532	11.6897	22.391	0.0003	0.0004	0.0069
O	4.3908	7.8737	14.2237	0.0004	0.0027	0.0062
O	7.4572	8.3553	18.1935	0	-0.0017	0.0041

Results
free energy: -149752.636 eV
free energy less fixed offsets of O -568.88, Si -635.61 eV per atom: -2.196 eV

The program warned: the cutoff lies below the one the program advises for these potential files; the exchange-correlation potential is rough where the density is thin.
